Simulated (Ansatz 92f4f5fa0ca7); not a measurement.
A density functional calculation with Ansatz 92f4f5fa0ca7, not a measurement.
Periodic cell of 276 atoms, Si168O108, from a study of silicon, its oxide and their interface. The atomic structure is a simulated model.
Doubt: the cutoff is far below the 930 eV that the study's wrapper takes by default for these files, so forces and energies are approximate.
This geometry differs little from another in the collection (a relaxation step or a small displacement).

Settings: functional PBE; potential files Ansatz PAW; basis plane waves; wave-function cutoff 580 eV; density cutoff ratio 5; exchange-correlation grid ratio 1; k mesh 1 x 1 x 1, Gamma-centred; self-consistency stop 5e-08 eV per atom in the density residual; occupations fixed; spin none; net charge 0.

Cell vectors (angstrom)
a, 11.6015, 0, 0
b, 0, 13.3963, 0
c, 0, 0, 30.7458

Atoms: element, x, y, z (angstrom)
Si, -0.0693, 0.0617, 23.9706
Si, 3.903, -0.0463, 24.2638
Si, 7.5551, -0.0695, 24.2478
Si, 1.8875, 3.4095, 23.6696
Si, 5.6706, 3.2706, 24.0798
Si, 9.4939, 3.3823, 23.9672
Si, 0.0507, 6.7326, 23.9169
Si, 4.0244, 6.637, 23.787
Si, 7.8889, 6.7514, 24.305
Si, 1.8579, 10.1381, 24.0309
Si, 5.7539, 10.2074, 24.1508
Si, 9.6014, 10.1008, 23.9515
Si, -0.0559, 2.3273, 24.6075
Si, 3.7048, 2.249, 24.7959
Si, 7.6491, 2.2107, 24.8519
Si, 2.0139, 5.5996, 24.6042
Si, 5.8729, 5.5587, 24.7585
Si, 9.7848, 5.5449, 24.921
Si, -0.0562, 8.95, 24.7434
Si, 3.8377, 8.9111, 24.6128
Si, 7.6927, 9.0261, 24.8617
Si, 1.8627, 12.3361, 24.8478
Si, 5.7315, 12.2757, 25.2838
Si, 9.6204, 12.3084, 24.7973
Si, -0.0218, 2.2732, 27.0728
Si, 3.7742, 2.2497, 27.1807
Si, 7.6918, 2.2309, 27.2173
Si, 1.9709, 5.5835, 27.0624
Si, 5.8249, 5.5786, 27.159
Si, 9.7426, 5.5539, 27.2632
Si, -0.0252, 8.931, 27.1441
Si, 3.852, 8.9037, 27.0735
Si, 7.7252, 8.9654, 27.2171
Si, 1.8969, 12.302, 27.2086
Si, 5.7704, 12.2741, 27.5351
Si, 9.6595, 12.2973, 27.1842
Si, 1.8709, 1.1303, 27.9816
Si, 5.7363, 1.1667, 28.0157
Si, 9.661, 1.1429, 27.9558
Si, 0.0734, 4.458, 27.9778
Si, 3.8709, 4.4849, 27.9608
Si, 7.7521, 4.4659, 27.9826
Si, 1.9242, 7.806, 27.9265
Si, 5.789, 7.8229, 27.9567
Si, 9.6611, 7.8179, 27.9806
Si, -0.0206, 11.1581, 27.9757
Si, 3.8009, 11.1138, 28.001
Si, 7.762, 11.1664, 28.0398
Si, 1.9336, 1.1164, 30.3508
Si, 5.8008, 1.1164, 30.3508
Si, 9.6679, 1.1164, 30.3508
Si, 0, 4.4654, 30.3508
Si, 3.8672, 4.4654, 30.3508
Si, 7.7343, 4.4654, 30.3508
Si, 1.9336, 7.8145, 30.3508
Si, 5.8008, 7.8145, 30.3508
Si, 9.6679, 7.8145, 30.3508
Si, 0, 11.1635, 30.3508
Si, 3.8672, 11.1635, 30.3508
Si, 7.7343, 11.1635, 30.3508
Si, 0, 0, 0.3944
Si, 3.8672, 0, 0.3944
Si, 7.7343, 0, 0.3944
Si, 1.9336, 3.3491, 0.3944
Si, 5.8008, 3.3491, 0.3944
Si, 9.6679, 3.3491, 0.3944
Si, 0, 6.6981, 0.3944
Si, 3.8672, 6.6981, 0.3944
Si, 7.7343, 6.6981, 0.3944
Si, 1.9336, 10.0472, 0.3944
Si, 5.8008, 10.0472, 0.3944
Si, 9.6679, 10.0472, 0.3944
Si, -0.019, -0.0068, 2.7748
Si, 3.867, -0.0126, 2.7968
Si, 7.702, -0.0121, 2.7324
Si, 1.9552, 3.3089, 2.7665
Si, 5.7458, 3.3498, 2.7446
Si, 9.7038, 3.3982, 2.7618
Si, -0.0046, 6.6997, 2.749
Si, 3.9196, 6.7401, 2.7565
Si, 7.7989, 6.6998, 2.7975
Si, 1.9577, 10.0452, 2.7872
Si, 5.8334, 10.067, 2.8024
Si, 9.687, 10.0544, 2.7803
Si, -0.0014, 2.2238, 3.5583
Si, 3.8539, 2.1878, 3.6758
Si, 7.7289, 2.2524, 3.3197
Si, 1.9636, 5.5876, 3.3781
Si, 5.8504, 5.574, 3.5012
Si, 9.7317, 5.5917, 3.7152
Si, 0.0241, 8.9203, 3.5577
Si, 3.9085, 8.9652, 3.6292
Si, 7.7686, 8.9376, 3.6104
Si, 1.9238, 12.2844, 3.5866
Si, 5.8042, 12.2937, 3.6633
Si, 9.6163, 12.3038, 3.5557
Si, -0.0311, 2.2038, 5.936
Si, 3.8222, 2.158, 6.1424
Si, 7.7132, 2.2614, 5.5981
Si, 2.0346, 5.6003, 5.6742
Si, 5.9315, 5.5289, 5.8387
Si, 9.8606, 5.5665, 6.2198
Si, 0.0577, 8.896, 5.9296
Si, 3.9612, 8.9753, 6.0501
Si, 7.7958, 8.9207, 6.0121
Si, 1.9256, 12.2686, 5.9791
Si, 5.8413, 12.329, 6.1182
Si, 9.5769, 12.3348, 5.9298
Si, 1.7521, 1.0277, 6.9284
Si, 5.9398, 1.2456, 6.7872
Si, 9.5239, 1.2246, 6.6499
Si, 0.3516, 4.3723, 6.7547
Si, 3.9342, 4.4916, 6.5145
Si, 7.8571, 4.3654, 6.6397
Si, 2.0341, 7.7577, 6.6336
Si, 5.8892, 7.7043, 6.7022
Si, 9.7517, 7.8708, 6.878
Si, -0.0888, 11.1706, 6.5488
Si, 3.8643, 11.2423, 6.8666
Si, 7.7501, 11.1275, 6.9113
O, 3.7494, 4.7525, 8.1535
O, -0.4986, 11.2521, 8.1498
O, 7.8214, 11.0335, 8.601
O, 7.7807, 3.9307, 8.2643
O, 1.094, 4.0746, 8.2631
O, 9.1316, 1.5515, 8.2669
O, 9.7288, 8.1881, 8.5376
O, 6.4508, 1.5866, 8.3752
O, 2.1634, 7.532, 8.2794
O, 1.2597, 0.9165, 8.5482
O, 3.7187, 11.3988, 8.5356
O, 6.0182, 7.2718, 8.3092
O, 9.1422, 3.5022, 22.3193
O, 9.2942, 5.7183, 20.5272
O, 9.4477, 10.1805, 22.2834
O, 4.3447, -0.3466, 22.6701
O, 11.5245, 0.0599, 22.2913
O, 5.3033, 2.9742, 22.4781
O, 7.0831, 13.1145, 22.6438
O, 1.6955, 10.5291, 22.4123
O, 11.6754, 6.8025, 22.2299
O, 1.9423, 3.4529, 21.9573
O, 8.874, 10.0798, 19.6131
O, 4.2685, 6.4003, 22.1287
Si, 8.1604, 2.0653, 11.9939
Si, 7.824, 2.3918, 8.8525
Si, 2.5073, 4.2876, 9.1049
Si, 6.9355, 10.7951, 9.9677
Si, 0.3761, 13.8781, 18.2082
Si, 7.9658, 10.1961, 12.8912
Si, 6.4896, 0.1986, 16.7783
Si, 3.3438, 1.5956, 10.7082
Si, 3.6944, 7.7669, 11.7043
Si, 11.3325, 7.2447, 15.3093
Si, 0.9364, 7.0383, 20.8483
Si, 5.394, 7.8103, 18.2594
Si, 15.1315, 10.6265, 12.5935
Si, 5.585, -2.1055, 14.7402
Si, 2.5367, -1.5221, 18.7277
Si, -0.3677, 11.221, 9.7523
Si, 8.7184, 2.6562, 20.9649
Si, 17.4612, 5.7844, 15.8427
Si, 12.7074, 4.3778, 14.9983
Si, 2.2116, 3.003, 17.6251
Si, -1.1433, 11.7053, 14.0372
Si, 10.6071, 13.6108, 20.9455
Si, 8.6954, 5.9347, 14.4134
Si, 5.7292, 12.3283, 22.1271
Si, 12.8741, 9.8561, 14.5728
Si, 15.8245, 12.139, 9.9102
Si, 4.9346, 0.1291, 19.5317
Si, 16.7787, 2.7592, 13.0286
Si, 5.0444, 16.2064, 16.0988
Si, 12.9992, 9.9302, 20.9335
Si, 8.3501, 7.3998, 11.8603
Si, 9.5074, 0.4384, 16.1475
Si, 5.1503, 5.8937, 20.833
Si, 10.6429, 7.0313, 18.2409
Si, 6.1128, 7.7402, 9.853
Si, 8.1566, 8.6857, 19.1706
Si, 1.7187, 7.0309, 9.7613
Si, -0.9882, 8.2283, 9.9178
Si, -1.6836, 10.5887, 20.7706
Si, 10.0651, -0.1753, 11.4643
Si, 9.9564, 16.4804, 14.3251
Si, 1.5536, 4.2004, 20.531
Si, 3.7188, 9.8836, 16.6822
Si, 5.5413, 2.9422, 20.8678
Si, 8.1092, 6.5159, 21.2739
Si, 0.8629, 0.4254, 10.0708
Si, 3.7843, 5.3308, 13.6555
Si, 10.1582, 4.6588, 19.6454
O, -0.048, 0.8086, 19.7552
O, 2.2076, 3.5737, 19.1661
O, 11.7014, 7.0284, 9.8404
O, 6.9189, 10.7947, 13.973
O, 11.5329, 4.2206, 20.392
O, 4.3007, 1.8881, 11.9772
O, 4.8194, 7.2168, 10.6749
O, 4.8532, 4.3664, 12.8408
O, 7.7445, 8.5773, 12.8244
O, 8.5542, 6.8758, 22.7773
O, 4.2308, 9.1496, 12.3965
O, 3.7329, 2.7598, 17.0725
O, 9.7419, 7.9524, 11.2487
O, 7.1366, 2.7141, 20.6763
O, 9.2174, 4.4501, 14.8283
O, 2.371, 9.641, 15.7763
O, 7.3929, 7.0588, 10.5911
O, 8.1047, 0.1489, 16.9186
O, 9.3972, 2.7833, 12.805
O, 11.4557, 7.5217, 16.9216
O, 13.0643, 3.9949, 16.5543
O, 5.8347, 11.9854, 10.0576
O, 4.8825, 1.6757, 20.0722
O, 1.886, 1.0449, 11.1826
O, 6.7591, 2.3507, 12.8141
O, 6.1634, 1.7501, 16.5261
O, 2.225, 5.5197, 10.1358
O, 5.7484, 13.2307, 18.1628
O, 4.6723, 2.4314, 14.5483
O, 9.3152, 1.1698, 21.188
O, 10.6714, 13.8519, 17.2671
O, 3.4693, 11.443, 11.1854
O, 2.2857, 10.7406, 19.8576
O, 12.103, 5.8748, 14.9461
O, 4.0988, 8.6501, 17.6973
O, 3.4279, 11.2294, 17.5398
O, 0.9165, -1.2249, 10.1417
O, 11.5903, 16.7304, 14.3728
O, 7.9377, 2.5801, 10.4645
O, 9.2152, 7.8297, 18.2615
O, 12.7118, 12.418, 18.1533
O, 4.528, 6.0326, 14.9348
O, 11.5273, 7.2793, 19.5854
O, 14.0879, 4.4282, 14.1068
O, 10.8561, 12.7381, 12.8229
O, 9.3274, 3.2739, 19.5645
O, 5.8363, 4.2176, 16.2515
O, 7.8289, 7.9221, 20.5518
O, 2.048, 10.2931, 13.1983
O, 1.8665, 8.367, 20.9478
O, -1.6646, 11.9153, 10.474
O, 8.5694, 6.0734, 12.7815
O, 5.6783, 12.4741, 20.527
O, 8.6112, 0.4761, 11.8661
O, 10.3876, 5.3912, 18.1939
O, 3.061, 2.9627, 9.8684
O, 9.4687, 10.5539, 13.4236
O, 3.3616, 13.1319, 19.3441
O, 5.0413, -3.268, 15.7548
O, 3.9694, 13.7589, 9.8208
O, 6.7043, 5.7006, 21.3285
O, 6.6992, 8.8214, 18.4255
O, 12.0359, 8.4541, 14.4748
O, 9.9759, 12.1838, 20.5324
O, 7.7395, 10.7973, 11.3871
O, 6.1635, 9.3663, 9.8568
O, 5.0108, 7.014, 19.6456
O, -0.6163, 0.897, 10.6152
O, 7.2288, 6.173, 15.0632
O, 5.7973, 10.7318, 22.5407
O, 5.9313, -0.7467, 15.5666
O, 3.3253, 6.5998, 12.765
O, 4.8571, 4.346, 20.3063
O, 5.7971, 6.6792, 17.1777
O, 9.6796, 12.5667, 15.1574
O, -0.1814, 9.994, 20.536
O, 2.3313, 8.0718, 10.8588
O, -2.06, 1.8445, 15.3068
O, 4.4002, 11.5443, 13.6356
O, 1.4127, 1.5922, 17.6427
O, 11.3718, 9.6588, 10.1762
O, 1.9604, 5.7891, 20.5858
O, 0.1588, 11.0425, 14.7723
O, 9.7471, 7.0771, 14.9393

Results
free energy: -168220.705 eV
free energy less fixed offsets of O -568.88, Si -635.61 eV per atom: 0.815 eV

Forces (eV/angstrom), in the order of the atoms: element, x, y, z
Si, 0.0113, 0.0013, -0.1258
Si, 0.0683, -0.0106, -0.0872
Si, 0.0011, 0.0227, -0.1185
Si, -0.023, -0.0018, -0.1395
Si, -0.0325, -0.0652, -0.0693
Si, -0.053, 0.0087, -0.1385
Si, 0.0206, -0.0049, -0.1884
Si, -0.0306, -0.0131, -0.1845
Si, 0.1401, 0.0062, 0.0165
Si, -0.017, 0.0527, -0.0976
Si, -0.0202, 0.029, -0.07
Si, -0.0144, -0.0043, -0.1201
Si, -0.0059, 0.0105, 0.0524
Si, 0.0138, 0.0005, 0.0579
Si, -0.0437, -0.0185, 0.0083
Si, 0.0363, 0.0104, 0.0454
Si, 0.0366, -0.0293, 0.0091
Si, -0.0195, 0.0572, -0.0092
Si, -0.024, 0.0329, 0.0497
Si, -0.006, -0.0069, 0.0307
Si, -0.0477, 0.0272, 0.0094
Si, -0.0189, -0.0107, 0.0344
Si, 0.0062, 0.0102, -0.0358
Si, 0.0067, -0.0137, 0.0166
Si, -0.0203, -0.0276, -0.0564
Si, 0.0104, 0.0033, -0.0232
Si, -0.0004, -0.0099, -0.0592
Si, -0.0014, -0.0065, -0.0716
Si, 0, 0.0028, -0.0642
Si, -0.035, 0.0085, -0.0108
Si, 0.015, 0.0065, -0.0586
Si, -0.0014, 0.0063, -0.0632
Si, -0.0068, -0.0249, -0.0285
Si, 0.016, -0.0051, -0.0148
Si, 0.014, -0.0049, -0.0335
Si, 0.004, -0.0063, -0.0471
Si, -0.0309, 0.0155, 0.0125
Si, -0.0233, 0.0201, 0.0051
Si, 0.0035, 0.0066, -0.0011
Si, 0.048, -0.004, 0.024
Si, -0.0033, 0.0187, 0.0068
Si, 0.0205, 0.0149, -0.0083
Si, -0.0037, -0.0147, 0.0113
Si, -0.0041, -0.0142, 0.0026
Si, 0.0123, -0.0129, 0.0016
Si, -0.0005, -0.011, 0.0001
Si, -0.0119, -0.0214, 0.0066
Si, 0.0247, -0.0069, 0.0072
Si, -0.1659, 0.1026, -0.0064
Si, -0.1046, 0.2708, 0.2223
Si, 0.0854, 0.0237, -0.0674
Si, 0.2147, -0.0887, -0.0638
Si, -0.0032, 0.0037, -0.1624
Si, -0.001, 0.0211, 0.0906
Si, 0.0155, -0.0464, -0.2838
Si, -0.1335, -0.0162, -0.1267
Si, 0.0129, 0.0102, -0.0917
Si, -0.0709, -0.0555, -0.0069
Si, -0.2791, -0.2623, 0.1763
Si, 0.2193, -0.0315, 0.4202
Si, 0.0183, -0.0126, 0.1053
Si, 0.0772, 0.0228, 0.1223
Si, -0.1183, -0.1961, -0.3085
Si, 0.0429, -0.1654, 0.084
Si, -0.279, -0.0645, -0.0754
Si, 0.1401, 0.2045, -0.062
Si, -0.1717, 0.0176, -0.1589
Si, 0.1457, 0.1527, -0.0554
Si, 0.2442, 0.0176, 0.1746
Si, 0.0938, 0.0625, 0.2324
Si, 0.0578, 0.079, 0.2034
Si, -0.0104, 0.0345, 0.2314
Si, -0.0157, -0.0087, -0.01
Si, 0.0012, -0.0065, -0.0061
Si, -0.0304, -0.0168, -0.0116
Si, 0.0052, -0.0061, -0.0048
Si, -0.0231, -0.0135, -0.0221
Si, 0.01, 0.0071, -0.0122
Si, -0.0001, 0.0077, -0.0121
Si, -0.0121, 0.015, -0.0123
Si, 0.0227, 0.0015, -0.0013
Si, -0.0062, 0.006, 0.0005
Si, 0.0039, 0.0075, -0.0123
Si, -0.0084, -0.0033, -0.0194
Si, -0.0093, 0.0014, 0.0213
Si, 0.0226, 0.0092, 0.0646
Si, 0.0202, 0.0057, 0.017
Si, -0.0142, -0.0019, 0.0268
Si, -0.0092, -0.0014, 0.0071
Si, -0.0076, 0.012, 0.0531
Si, -0.0074, 0.0076, 0.0434
Si, 0.0004, -0.0014, 0.046
Si, -0.0133, 0.0029, 0.0313
Si, -0.0058, -0.0002, 0.0339
Si, -0.015, 0.0065, 0.0584
Si, 0.0151, -0.0037, 0.0177
Si, -0.0171, 0.0093, -0.0675
Si, -0.0359, 0.0157, -0.0225
Si, -0.0131, -0.004, 0.0242
Si, 0.0545, -0.0073, -0.018
Si, 0.0351, 0.0004, -0.0392
Si, 0.0211, -0.0009, -0.0287
Si, -0.0073, -0.0027, -0.01
Si, 0.0161, -0.0045, -0.0589
Si, 0.0119, -0.0189, -0.0564
Si, -0.0056, -0.0285, -0.012
Si, 0.0166, 0.0304, -0.006
Si, 0.0508, -0.0072, -0.0498
Si, -0.0261, -0.0206, 0.0718
Si, 0.032, 0.0293, 0.0703
Si, -0.0226, 0.0337, 0.0727
Si, 0.0471, -0.0348, 0.1105
Si, -0.013, 0.0157, 0.0978
Si, -0.0065, -0.0185, 0.0301
Si, 0.0358, 0.0183, 0.1312
Si, -0.0023, -0.0707, 0.0588
Si, -0.0404, 0.0266, 0.0808
Si, -0.0261, 0.0188, 0.0835
Si, -0.009, 0.0229, 0.108
Si, 0.0013, -0.0091, 0.133
O, 0.0035, -0.0264, -0.0649
O, -0.009, 0.0126, -0.0303
O, -0.0334, 0.0158, -0.0892
O, -0.0002, 0.0093, -0.0847
O, -0.0632, 0.0228, -0.0809
O, -0.0143, 0.0076, -0.0578
O, 0.0054, -0.0085, -0.0882
O, -0.0375, -0.014, -0.0873
O, -0.0158, 0.0079, -0.0534
O, 0.0288, 0.0138, -0.0817
O, 0.0231, -0.0036, -0.1285
O, -0.0135, 0.0348, -0.0502
O, 0.0118, -0.024, 0.0724
O, -0.1057, 0.0186, 0.0969
O, -0.0071, -0.0065, 0.0705
O, 0.0275, 0.0009, 0.0597
O, -0.0267, 0.0076, 0.0931
O, -0.0006, 0.0129, 0.0202
O, 0.0083, -0.0092, 0.0908
O, 0.0125, -0.044, 0.0921
O, 0.0422, 0.0224, 0.0874
O, 0.0038, 0.0005, 0.1237
O, 0.0298, 0.0375, 0.0836
O, 0.0367, -0.0096, 0.1278
Si, -0.0245, -0.0712, 0.1469
Si, 0.0446, -0.0146, -0.0072
Si, -0.0123, 0.0071, -0.0202
Si, 0.0542, -0.0075, 0.0394
Si, 0.0781, -0.0558, -0.0575
Si, -0.0185, -0.0328, 0.0931
Si, -0.0293, -0.0283, -0.0162
Si, -0.0448, -0.0009, 0.1535
Si, -0.0016, 0.0124, 0.0353
Si, -0.0175, 0.006, 0.0938
Si, -0.0624, 0.023, -0.019
Si, 0.05, 0.0662, -0.1132
Si, 0.0234, -0.0511, 0.079
Si, -0.0343, -0.0304, 0.0019
Si, -0.0264, 0.0421, -0.0456
Si, 0.0695, 0.0336, 0.0273
Si, 0.05, 0.0504, -0.069
Si, -0.0127, 0.0112, -0.0031
Si, 0.0124, 0.0003, 0.0328
Si, -0.0103, -0.0522, -0.0601
Si, -0.0002, 0.0368, -0.0022
Si, 0.0567, 0.0069, -0.0397
Si, -0.0114, 0.0073, -0.0134
Si, -0.0088, -0.0245, 0.0081
Si, 0.0417, 0.0128, 0.0284
Si, -0.0356, -0.0366, 0.0543
Si, -0.0773, -0.0333, -0.1414
Si, 0.0154, 0.0261, 0.0294
Si, -0.0284, -0.0047, -0.0157
Si, 0.0358, -0.0176, -0.0893
Si, -0.0264, 0.0067, 0.0876
Si, 0.02, -0.0042, 0.0004
Si, 0.0188, 0.078, 0.0032
Si, -0.0717, -0.0587, -0.07
Si, -0.0113, -0.0116, 0.0938
Si, -0.0132, -0.0264, -0.1527
Si, -0.0469, 0.1162, 0.0903
Si, 0.0127, -0.0079, 0.0726
Si, 0.0147, -0.0209, -0.0808
Si, 0.0135, 0.0147, 0.061
Si, -0.0084, 0.0092, 0.0128
Si, 0.0111, -0.0309, -0.0544
Si, 0.0296, 0.0314, 0.0035
Si, 0.043, -0.0447, -0.0114
Si, 0.0145, -0.0529, 0.0192
Si, 0.0188, 0.006, 0.0839
Si, 0.0496, 0.0266, 0.0215
Si, 0.0056, 0.0139, -0.1464
O, -0.0246, 0.0082, 0.0575
O, 0.0021, 0.0085, 0.0409
O, 0.0482, -0.0308, -0.077
O, 0.0208, -0.0045, -0.0359
O, -0.0496, -0.0002, 0.0441
O, -0.0025, -0.0053, -0.0539
O, -0.0095, -0.0026, -0.0485
O, -0.0122, -0.0018, -0.0194
O, -0.0073, 0.0106, -0.0362
O, -0.1739, -0.1517, -0.1085
O, 0.0004, 0.0026, -0.0435
O, -0.0025, 0.0182, 0.0146
O, 0.0206, 0.0172, -0.0709
O, -0.0149, 0.0069, 0.0365
O, 0.0006, 0.0008, 0.0115
O, -0.0274, -0.0114, -0.0083
O, 0.01, -0.0098, -0.0403
O, 0.0208, 0.0052, 0.0017
O, 0.0233, 0.0165, -0.0302
O, 0.0232, 0.0056, -0.0111
O, -0.0061, 0.0169, 0.007
O, 0.0286, 0.0342, -0.0461
O, 0.0125, 0.0616, 0.0882
O, 0.0045, -0.0035, -0.0636
O, 0.0182, 0.0099, -0.0469
O, 0.0167, 0.028, 0.0036
O, 0.025, -0.0346, -0.0131
O, 0.01, 0.013, 0.0508
O, -0.0214, -0.008, -0.0062
O, -0.0252, -0.0176, 0.0532
O, -0.0285, 0.0117, 0.0186
O, 0.0142, 0.0034, -0.036
O, -0.0193, -0.0278, 0.0573
O, 0.0152, -0.0073, -0.0351
O, -0.0165, -0.0291, 0.0313
O, 0.0025, -0.016, 0.0006
O, -0.0204, 0.0018, -0.0974
O, -0.0027, 0.0027, -0.0137
O, -0.0099, 0.0008, -0.099
O, 0.0129, 0.0021, 0.0253
O, -0.0128, -0.0042, 0.0245
O, 0.0021, -0.0115, -0.0009
O, 0.0462, -0.0044, 0.0636
O, -0.007, -0.0116, -0.0287
O, -0.0024, -0.0211, -0.027
O, -0.0717, -0.0655, 0.1179
O, 0.0042, 0.0034, 0.0171
O, -0.0072, -0.034, 0.0949
O, -0.0234, 0.0103, -0.0172
O, 0.0231, 0.0128, 0.0627
O, -0.0113, 0.0138, -0.0542
O, -0.0024, -0.0167, -0.0266
O, 0.0317, -0.021, 0.0316
O, 0.0007, 0.0083, -0.0583
O, 0.0092, 0.0235, 0.0751
O, -0.0156, 0.0199, -0.0728
O, -0.005, -0.0056, -0.0265
O, 0.056, 0.027, 0.0461
O, 0.0023, -0.0083, -0.0053
O, 0.0118, -0.0034, -0.1101
O, 0.1524, 0.1124, 0.0245
O, -0.0247, -0.0277, 0.0585
O, -0.0003, -0.007, -0.0422
O, -0.031, 0.0314, 0.0453
O, -0.0238, -0.0036, -0.0767
O, -0.0081, -0.0127, -0.0636
O, -0.0291, -0.0476, 0.0843
O, -0.0117, -0.0275, -0.0541
O, 0.0158, -0.0096, -0.0002
O, -0.0076, 0.0221, 0.1069
O, 0.0058, 0.0075, -0.0115
O, -0.0017, -0.0094, -0.0364
O, -0.0021, 0.0389, 0.0523
O, -0.0112, -0.023, 0.0322
O, -0.0157, -0.0037, 0.0067
O, -0.0177, -0.0079, 0.0361
O, -0.0064, -0.048, -0.0641
O, -0.0018, 0.0062, -0.0004
O, -0.0015, 0.0242, -0.0355
O, -0.0072, 0.02, 0.013
O, -0.026, -0.0052, -0.06
O, 0.0471, 0.0094, 0.0444
O, -0.0003, -0.0084, -0.0071
O, 0.0097, -0.0046, -0.0192

The program warned: the cutoff lies below the one the program advises for these potential files; the forces do not sum to zero within the program's tolerance; the exchange-correlation potential is rough where the density is thin.
